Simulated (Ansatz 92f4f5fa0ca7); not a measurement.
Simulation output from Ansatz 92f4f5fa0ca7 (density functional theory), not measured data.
Periodic cell of 354 atoms, Si240O114, from a study of silicon, its oxide and their interface. The atomic structure is a simulated model.
Doubt: the cutoff is far below the 930 eV that the study's wrapper takes by default for these files, so forces and energies are approximate.

Settings: functional PBE; potential files Ansatz PAW; basis plane waves; wave-function cutoff 580 eV; density cutoff ratio 5; exchange-correlation grid ratio 1; k mesh 1 x 1 x 1, Gamma-centred; self-consistency stop 5e-08 eV per atom in the density residual; occupations fixed; spin none; net charge 0.

Cell vectors (angstrom)
a	11.6015	0	0
b	0	13.3963	0
c	0	0	40.7968

Atoms: element, x, y, z (angstrom)
Si	0	2.2327	1.1851
Si	3.8672	2.2327	1.1851
Si	7.7343	2.2327	1.1851
Si	1.9336	5.5818	1.1851
Si	5.8008	5.5818	1.1851
Si	9.6679	5.5818	1.1851
Si	0	8.9308	1.1851
Si	3.8672	8.9308	1.1851
Si	7.7343	8.9308	1.1851
Si	1.9336	12.2799	1.1851
Si	5.8008	12.2799	1.1851
Si	9.6679	12.2799	1.1851
Si	1.9336	1.1164	1.9745
Si	5.8008	1.1164	1.9745
Si	9.6679	1.1164	1.9745
Si	0	4.4654	1.9745
Si	3.8672	4.4654	1.9745
Si	7.7343	4.4654	1.9745
Si	1.9336	7.8145	1.9745
Si	5.8008	7.8145	1.9745
Si	9.6679	7.8145	1.9745
Si	0	11.1635	1.9745
Si	3.8672	11.1635	1.9745
Si	7.7343	11.1635	1.9745
Si	1.9336	1.1164	4.3426
Si	5.8008	1.1164	4.3426
Si	9.6679	1.1164	4.3426
Si	0	4.4654	4.3426
Si	3.8672	4.4654	4.3426
Si	7.7343	4.4654	4.3426
Si	1.9336	7.8145	4.3426
Si	5.8008	7.8145	4.3426
Si	9.6679	7.8145	4.3426
Si	0	11.1635	4.3426
Si	3.8672	11.1635	4.3426
Si	7.7343	11.1635	4.3426
Si	0	0	36.4563
Si	3.8672	0	36.4563
Si	7.7343	0	36.4563
Si	1.9336	3.3491	36.4563
Si	5.8008	3.3491	36.4563
Si	9.6679	3.3491	36.4563
Si	0	6.6981	36.4563
Si	3.8672	6.6981	36.4563
Si	7.7343	6.6981	36.4563
Si	1.9336	10.0472	36.4563
Si	5.8008	10.0472	36.4563
Si	9.6679	10.0472	36.4563
Si	0	0	38.8244
Si	3.8672	0	38.8244
Si	7.7343	0	38.8244
Si	1.9336	3.3491	38.8244
Si	5.8008	3.3491	38.8244
Si	9.6679	3.3491	38.8244
Si	0	6.6981	38.8244
Si	3.8672	6.6981	38.8244
Si	7.7343	6.6981	38.8244
Si	1.9336	10.0472	38.8244
Si	5.8008	10.0472	38.8244
Si	9.6679	10.0472	38.8244
Si	0	2.2327	39.6138
Si	3.8672	2.2327	39.6138
Si	7.7343	2.2327	39.6138
Si	1.9336	5.5818	39.6138
Si	5.8008	5.5818	39.6138
Si	9.6679	5.5818	39.6138
Si	0	8.9308	39.6138
Si	3.8672	8.9308	39.6138
Si	7.7343	8.9308	39.6138
Si	1.9336	12.2799	39.6138
Si	5.8008	12.2799	39.6138
Si	9.6679	12.2799	39.6138
Si	1.6096	0.0337	28.3646
Si	3.8257	0.6321	28.6395
Si	7.6657	0.3063	29.1214
Si	2.1705	3.7547	28.9679
Si	5.7704	3.6002	29.3351
Si	9.182	3.9469	28.8675
Si	0.0683	6.8269	29.3321
Si	3.7451	9.1355	30.0379
Si	7.6937	6.8832	29.5222
Si	1.6759	10.1175	29.4059
Si	5.7935	10.0712	29.3858
Si	9.53	10.0101	29.3968
Si	0.2206	2.5749	29.1975
Si	3.8326	2.5082	30.0018
Si	7.6795	2.4833	30.0187
Si	1.9123	5.7207	30.1896
Si	5.6649	5.8306	30.0208
Si	9.671	5.8274	30.1397
Si	-0.1433	8.9441	30.2141
Si	3.6579	6.9419	29.2671
Si	7.6335	9.0355	30.3209
Si	0.9407	12.1795	30.2448
Si	5.9664	12.284	30.0879
Si	10.0845	12.1124	30.2521
Si	-0.0484	2.2845	32.4569
Si	3.8214	2.2741	32.4131
Si	7.7309	2.3171	32.4112
Si	1.8999	5.6075	32.5444
Si	5.7316	5.6757	32.4411
Si	9.655	5.6533	32.509
Si	-0.0855	8.9822	32.5788
Si	3.7902	9.0021	32.4363
Si	7.6864	9.0091	32.6476
Si	1.8038	12.332	32.4871
Si	5.7922	12.3273	32.4693
Si	9.6348	12.3138	32.5795
Si	1.8829	1.1694	33.2317
Si	5.7872	1.1841	33.2135
Si	9.6428	1.1798	33.2685
Si	-0.0406	4.4922	33.2936
Si	3.8461	4.4852	33.2844
Si	7.6928	4.5367	33.2448
Si	1.8845	7.861	33.3025
Si	5.7204	7.8837	33.3128
Si	9.6192	7.8483	33.3737
Si	-0.0556	11.2093	33.4048
Si	3.8067	11.2323	33.2312
Si	7.6873	11.2453	33.3637
Si	1.9359	1.1225	35.6252
Si	5.7974	1.1241	35.6196
Si	9.6588	1.1222	35.6427
Si	-0.0036	4.47	35.6588
Si	3.8675	4.4676	35.6606
Si	7.727	4.4735	35.6373
Si	1.9321	7.8199	35.6687
Si	5.7878	7.8188	35.6729
Si	9.6644	7.8161	35.7113
Si	-0.0019	11.1623	35.7323
Si	3.8594	11.1742	35.6284
Si	7.7294	11.173	35.7061
Si	0.0092	0.0078	5.2574
Si	3.8771	-0.0207	5.1775
Si	7.7419	-0.0203	5.1795
Si	1.9386	3.3419	5.0833
Si	5.8036	3.3498	5.0645
Si	9.66	3.3312	5.1218
Si	0.008	6.6923	5.114
Si	3.8748	6.6961	5.1041
Si	7.7314	6.6933	5.0779
Si	1.9414	10.0498	5.1537
Si	5.8038	10.0471	5.1659
Si	9.6708	10.0481	5.1481
Si	0.0789	0.0554	7.7416
Si	3.9571	-0.1133	7.572
Si	7.7855	-0.1345	7.5811
Si	1.9597	3.2931	7.4124
Si	5.8017	3.2635	7.3909
Si	9.6376	3.2615	7.4729
Si	0.0575	6.6043	7.462
Si	3.943	6.6653	7.453
Si	7.737	6.6462	7.4104
Si	1.9738	10.0458	7.5422
Si	5.8357	9.9983	7.5605
Si	9.7237	10.0251	7.5292
Si	0.0305	2.4264	8.419
Si	3.8857	2.1444	8.1928
Si	7.6587	2.1012	8.257
Si	2.0562	5.5041	8.2276
Si	5.8452	5.4816	8.2543
Si	9.6511	5.5133	8.1508
Si	0.0559	8.8431	8.2504
Si	3.8937	8.8604	8.3196
Si	7.7881	8.836	8.269
Si	2.0266	12.2532	8.4948
Si	5.8846	12.1762	8.5166
Si	9.7692	12.2326	8.4801
Si	-0.1454	2.3749	12.1441
Si	4.4489	2.1912	10.4653
Si	6.8326	2.1055	10.5134
Si	2.0687	5.2463	10.5985
Si	5.9157	5.4006	10.6483
Si	9.7591	5.2056	10.464
Si	0.094	8.6451	10.5949
Si	3.9113	8.649	10.6958
Si	7.8696	8.5202	10.6133
Si	2.1471	11.9231	10.9076
Si	6.0416	11.8926	11.0094
Si	9.868	11.8527	10.912
Si	2.4258	0.4163	12.2594
Si	6.9927	0.3861	12.1223
Si	9.3065	0.258	12.3356
Si	0.1236	3.8633	10.4663
Si	4.0609	4.234	11.3966
Si	7.8023	4.1102	11.2106
Si	1.9377	7.4655	11.3734
Si	5.8746	7.5866	11.3756
Si	9.8297	7.417	11.2935
Si	0.2475	10.7644	11.5911
Si	4.0244	10.7732	11.6935
Si	7.9717	10.6276	11.5197
O	4.3883	3.8963	13.0409
O	5.8657	7.5125	13.0498
O	9.6622	0.1387	13.9555
O	10.0126	7.6117	12.9528
O	2.6778	0.2328	13.8982
O	6.3847	0.6976	13.6672
O	1.6153	7.4948	13.038
O	0.5828	10.7752	13.2439
O	3.7636	10.4329	13.3428
O	-0.2207	3.106	13.5976
O	8.1091	3.6566	12.7941
O	8.1156	10.4604	13.1927
O	5.8604	3.4897	27.6558
O	1.3238	10.1151	27.7459
O	7.3038	0.4263	27.4998
O	12.0215	7.0748	27.6784
O	7.8846	7.1218	27.8586
O	1.3689	12.6282	26.9498
O	0.5081	14.6331	28.3218
O	3.1259	6.95	27.6435
O	5.8888	9.7979	27.7211
O	8.5422	4.5556	27.461
O	4.5013	-0.5829	29.4846
O	4.6458	0.8619	27.2054
Si	8.0417	10.522	19.3628
Si	4.4909	10.5565	14.8047
Si	9.4365	10.1992	27.0256
Si	5.2881	7.7378	14.5475
Si	3.0318	1.1268	15.2315
Si	1.1148	7.7244	23.9695
Si	9.0782	7.8421	22.303
Si	2.1498	10.4606	16.9811
Si	11.6925	5.9476	16.1566
Si	6.437	1.3875	21.3476
Si	5.8316	0.0223	15.0489
Si	1.8547	10.6315	23.8059
Si	10.8603	3.1637	15.1333
Si	7.9917	5.9222	26.7482
Si	2.1709	6.5096	21.3196
Si	5.9988	0.223	26.527
Si	10.4393	0.1471	15.3966
Si	12.8304	3.8001	21.6589
Si	8.1549	4.3208	14.2647
Si	-2.7893	2.8812	20.0694
Si	1.9734	13.4436	17.9924
Si	10.0908	5.0517	21.53
Si	11.702	10.9279	14.7866
Si	5.8813	5.1222	15.9629
Si	8.0217	-1.1814	16.7292
Si	12.2767	11.1881	26.6819
Si	10.3786	6.5299	18.6903
Si	4.9632	10.1856	23.7104
Si	7.7478	5.3129	18.4336
Si	0.0462	1.3793	20.1233
Si	4.3088	8.4016	21.2741
Si	1.8961	9.0169	19.7089
Si	5.5857	4.296	26.2651
Si	5.648	15.483	24.174
Si	2.4555	2.1791	24.0524
Si	7.0094	7.8809	19.9921
Si	1.4123	-0.0735	22.329
Si	6.1634	11.883	21.4455
Si	9.717	7.7542	25.0506
Si	8.6471	10.0164	14.6669
Si	6.3732	10.5564	26.3668
Si	10.6331	9.3034	20.1301
Si	3.9528	13.5231	20.3548
Si	2.2779	6.7502	14.3215
Si	1.7536	6.75	26.7525
Si	3.5167	4.058	14.4167
Si	2.5124	3.9708	26.5722
Si	9.3305	7.1685	14.362
O	7.1471	-2.5294	20.6725
O	9.4676	-0.4311	16.5799
O	-0.1914	4.3921	22.2059
O	1.7742	11.8411	17.7689
O	6.4709	5.0089	17.4691
O	1.9603	7.611	25.3697
O	10.1347	1.9367	19.7959
O	4.8168	12.1395	20.5362
O	2.7643	2.6903	14.8638
O	0.9972	2.6373	20.5443
O	7.7861	-1.7051	18.2527
O	6.0102	6.6981	15.5736
O	4.0476	1.8403	23.9736
O	1.5018	5.2071	26.2437
O	2.2471	9.2825	18.1241
O	4.5992	0.9179	15.6179
O	5.4551	8.2844	20.1444
O	5.7159	12.037	26.3299
O	0.1304	4.3192	15.8942
O	3.7346	6.8988	21.5086
O	9.8374	8.8189	26.2609
O	8.3891	3.8652	18.8334
O	3.9859	4.5664	26.172
O	8.362	5.9128	14.0636
O	6.7394	4.1128	15.0183
O	9.0205	3.8397	21.3726
O	9.6303	10.5313	19.7516
O	9.032	6.378	25.5839
O	10.9513	1.6586	15.7847
O	4.9628	1.3783	20.6371
O	7.1685	6.3009	19.6057
O	8.8091	8.3678	23.8239
O	11.6428	6.1376	17.7624
O	1.3985	6.7839	15.6823
O	8.4546	8.4185	14.9427
O	10.3024	8.6916	21.6132
O	1.0648	10.7433	25.1964
O	5.795	-2.062	22.9244
O	2.7393	0.148	21.4206
O	0.5558	9.8799	20.0769
O	3.4661	10.7522	24.0536
O	6.9185	-0.0664	16.272
O	5.7854	9.7682	25.0589
O	7.8742	10.9008	15.7862
O	0.677	0.667	18.7841
O	6.4769	5.6594	26.1876
O	10.4494	6.6598	15.4089
O	1.5675	7.4461	20.099
O	10.2188	10.3112	14.88
O	11.6915	12.5079	15.248
O	4.3528	4.6035	15.7321
O	1.4625	9.1513	23.2423
O	2.0475	4.9642	20.8719
O	10.4617	5.6481	20.0518
O	10.6381	11.2853	26.7502
O	7.7302	8.0614	21.4403
O	2.4012	5.1614	13.9848
O	2.0983	3.3102	22.9394
O	11.1766	7.4818	24.4114
O	6.9343	13.2798	21.7044
O	0.107	0.3358	21.408
O	5.3655	11.9083	14.7209
O	7.6328	8.9804	18.9307
O	9.0173	6.1678	17.8326
O	6.3802	15.6264	22.7332
O	3.3437	13.6603	18.8564
O	7.5149	1.9675	20.3111
O	1.5785	0.8415	23.687
O	3.5271	10.6307	16.1263
O	6.2592	0.8574	25.0558
O	9.4551	6.2529	22.4081
O	1.4331	6.6612	22.7744
O	10.4324	8.1178	19.0212
O	4.8415	8.9013	22.7204
O	1.0062	10.1093	15.8685
O	3.6951	7.4473	14.6366
O	6.0031	3.4528	24.9524
O	9.3004	3.6238	15.1807
O	1.3118	-1.6348	22.7693
O	2.1202	2.7201	25.5685
O	5.495	9.2785	15.0249
O	8.0103	10.7041	26.3884
O	2.1431	0.7709	16.5434
O	3.1704	9.4239	20.6602
O	-22.1205	14.7171	12.0978
O	-1.0378	-10.1782	28.3701
O	9.2372	-13.6031	29.2571
O	21.6686	1.6017	11.7619
O	11.4113	2.2677	30.7595
O	3.7105	14.5581	11.5741

Results
free energy: -217400.403 eV
free energy less fixed offsets of O -568.88, Si -635.61 eV per atom: -1.683 eV

Forces (eV/angstrom), in the order of the atoms: element, x, y, z
Si	-0.0101	0.0413	0.0335
Si	0.0011	0.0288	0.041
Si	-0.0113	0.0451	0.0238
Si	0.0033	-0.024	0.0038
Si	-0.0079	-0.0176	-0.006
Si	-0.0032	-0.0174	-0.0093
Si	0.0017	-0.0366	0.0423
Si	0.0124	-0.0045	-0.0283
Si	-0.0322	0.0047	-0.0107
Si	0.0078	0.0226	-0.0045
Si	-0.0095	0.0216	-0.0092
Si	-0.0102	0.0267	-0.0009
Si	0.0004	-0.1203	-0.0149
Si	0.0268	-0.111	-0.0082
Si	0.0364	-0.1168	-0.0085
Si	-0.0356	-0.0178	-0.0075
Si	-0.002	0.0256	0.0129
Si	0.0258	-0.0212	0.0065
Si	0.0214	0.0339	-0.0038
Si	-0.0022	0.0623	0.0094
Si	0.0277	0.0187	-0.0169
Si	0.0132	0.0912	-0.0204
Si	0.0205	-0.0371	0
Si	-0.001	-0.0438	-0.003
Si	-0.0262	-0.3116	0.2986
Si	0.0628	-0.2988	0.1787
Si	0.1323	-0.2864	0.3356
Si	-0.0738	-0.0692	-0.0776
Si	0.0085	0.0308	-0.2938
Si	0.1124	-0.0632	-0.2855
Si	0.055	0.0702	0.0256
Si	-0.0224	0.1237	-0.1444
Si	0.0687	0.056	0.0183
Si	0.0654	0.1606	0.4324
Si	0.0816	-0.0493	0.0635
Si	-0.0061	-0.0467	0.0911
Si	-0.0033	0.2316	-0.0728
Si	-0.0065	0.0764	-0.287
Si	-0.086	0.2035	-0.0279
Si	-0.0236	-0.0184	-0.1187
Si	0.0128	-0.0123	-0.1457
Si	-0.0808	0.0357	-0.1292
Si	0.0483	0.0171	0.0416
Si	-0.0715	0	0.0497
Si	-0.1314	-0.041	0.0237
Si	0.142	0.009	0.0653
Si	-0.1811	0.0617	-0.0383
Si	-0.0904	0.0237	0.2704
Si	-0.0018	0.081	-0.0022
Si	-0.007	0.0214	0.0072
Si	-0.0166	0.0841	-0.001
Si	-0.0078	0.0106	0.0103
Si	0.0191	0.0107	0.0167
Si	-0.0391	0.0326	0.0123
Si	0.024	-0.0366	0.0056
Si	-0.0225	-0.0132	-0.0035
Si	-0.0573	-0.009	-0.0083
Si	0.0605	-0.0012	-0.0076
Si	-0.0682	0.0197	0.0101
Si	-0.0467	0.002	-0.0088
Si	0.0104	-0.0332	-0.0103
Si	0.0011	-0.0177	-0.0258
Si	0.0062	-0.0381	0.0127
Si	-0.0039	0.0175	0.0129
Si	0.0068	0.0234	0.008
Si	0.0073	0.0101	-0.0103
Si	-0.0028	0.0274	-0.025
Si	-0.0064	0.005	0.0232
Si	0.028	-0.0034	-0.001
Si	-0.0049	-0.0234	-0.0212
Si	0.0137	-0.0207	-0.0179
Si	0.0027	-0.03	-0.0176
Si	-0.3053	-0.1069	0.0582
Si	0.0904	0.3976	-0.57
Si	0.2407	0.228	-0.3564
Si	0.1062	-0.0852	-0.1252
Si	-0.149	-0.02	-0.5177
Si	-0.0425	0.0735	-0.0524
Si	-0.0698	0.2686	-0.5202
Si	-0.0068	0.1382	0.2887
Si	0.0558	0.5113	-0.4334
Si	-0.4711	0.1696	-0.3272
Si	0.019	-0.207	-0.5686
Si	0.0283	-0.0758	-0.0982
Si	-0.0965	0.0545	-0.3148
Si	0.0873	0.1573	0.4832
Si	0.1375	-0.0326	0.1578
Si	0.1605	0.0798	0.2602
Si	0.0986	-0.0919	0.1597
Si	-0.0402	-0.3701	0.13
Si	0.0935	-0.3504	0.3242
Si	-0.3606	0.0043	-0.4737
Si	0.0947	0.035	0.277
Si	0.3431	0.0778	0.1559
Si	-0.0233	-0.2092	0.1388
Si	-0.1448	0.1156	-0.1621
Si	-0.0967	0.0271	-0.5839
Si	0.026	0.0713	-0.2006
Si	-0.0093	0.0988	-0.0293
Si	0.0037	0.0007	-0.04
Si	-0.0156	-0.0322	-0.0452
Si	0.0103	-0.049	-0.0852
Si	0.1139	-0.0418	-0.0723
Si	0.0091	-0.0619	0.0958
Si	-0.0657	-0.112	-0.0369
Si	-0.0368	0.0183	-0.2611
Si	-0.0591	0.0133	0.0213
Si	0.0324	0.0267	-0.2069
Si	0.1771	-0.0416	0.0891
Si	-0.0166	-0.0309	-0.0176
Si	-0.1369	-0.0632	0.022
Si	0.0282	0.0937	-0.015
Si	0.0163	0.0472	-0.0668
Si	-0.0432	-0.0044	-0.0899
Si	-0.0038	0.0325	-0.1589
Si	-0.0187	-0.0119	-0.1502
Si	-0.0211	0.0529	-0.0909
Si	0.0513	-0.0846	-0.0695
Si	0.0006	0.0144	-0.1499
Si	0.0048	-0.0901	-0.0586
Si	-0.0878	0.0348	0.0794
Si	0.0125	0.0143	0.0082
Si	0.0792	0.026	0.1073
Si	-0.004	-0.1331	0.0907
Si	0.0112	-0.0324	-0.0132
Si	0.0193	0.0174	0.0054
Si	0.0177	-0.0111	-0.017
Si	-0.0163	-0.0047	0.0056
Si	-0.004	-0.0348	-0.0224
Si	-0.0294	0.0003	-0.0339
Si	-0.0239	0.0186	0.0062
Si	0.0236	0.0296	-0.0167
Si	0.0192	0.1327	-0.0587
Si	0.0137	-0.0078	-0.0851
Si	0.0036	-0.0455	-0.066
Si	0.0217	-0.0044	-0.0348
Si	-0.0545	-0.0139	0.0219
Si	-0.0317	-0.0183	-0.0502
Si	0.0274	-0.0367	-0.0216
Si	0.0453	-0.0061	0.0219
Si	-0.0348	-0.0098	0.0179
Si	-0.0164	0.0684	0.0183
Si	-0.0064	0.0405	-0.0091
Si	0.0079	0.05	0.003
Si	0.0046	0.078	0.0599
Si	0.0154	-0.0542	0.0851
Si	0.0726	-0.019	0.0568
Si	0.0701	0.1166	0.1349
Si	-0.0068	0.1236	0.1019
Si	-0.1098	0.0353	0.1754
Si	-0.0008	-0.0585	0.2183
Si	-0.0525	-0.0877	0.1271
Si	0.0127	-0.0671	0.1718
Si	-0.0234	-0.0849	0.0565
Si	0.0175	-0.0029	0.1566
Si	0.0011	-0.0445	0.0986
Si	-0.0388	0.0489	0.0011
Si	-0.0985	0.0188	0.022
Si	0.1149	-0.0715	0.128
Si	0.0484	0.0471	-0.0137
Si	0.0403	0.0486	0.0239
Si	0.0964	0.1186	-0.0492
Si	-0.0052	0.1437	-0.0404
Si	0.0521	0.0718	-0.0064
Si	-0.0416	0.1109	-0.0276
Si	0.0074	-0.0514	-0.0172
Si	-0.0279	-0.0685	0.0295
Si	0.0021	-0.101	0.1508
Si	0.0968	0.4139	0.068
Si	-0.2564	-0.04	0.0554
Si	0.0423	-0.0793	-0.5166
Si	-0.2382	-0.1507	-0.1861
Si	0.0881	0.3787	-0.3318
Si	0.2042	-0.0776	-0.2198
Si	0.0055	-0.0678	-0.3621
Si	0.0397	0.0484	-0.231
Si	-0.1229	-0.0009	-0.3016
Si	0.0243	0.1325	-0.3375
Si	0.0198	0.1128	-0.2438
Si	-0.0512	0.1963	-0.3412
Si	-0.2017	0.0809	0.3397
Si	-0.3773	-0.0009	0.6077
Si	0.2347	-0.3712	0.3223
Si	-0.0375	0.184	-0.29
Si	0.1547	0.0778	0.4607
Si	-0.0904	-0.1828	0.3602
Si	-0.1736	0.0272	0.5041
Si	-0.0169	-0.2518	0.4229
Si	0.1022	-0.0006	0.4846
Si	0.2054	0.0736	0.4914
Si	-0.2156	-0.5352	0.4469
Si	0.2334	-0.2865	0.48
O	-0.127	0.1284	-0.307
O	0.0293	0.1079	-0.2019
O	-0.1644	0.0217	-0.3039
O	-0.0035	-0.0245	-0.3131
O	-0.0119	-0.1778	-0.5183
O	0.1681	0.04	-0.4677
O	0.0975	0.0166	-0.4061
O	-0.0737	-0.0433	-0.3696
O	-0.0109	0.2014	-0.4737
O	0.0299	-0.0858	-0.1556
O	-0.0502	0.067	-0.105
O	-0.1238	0.0917	-0.1727
O	0.0073	0.0096	0.3034
O	0.127	-0.0002	0.1855
O	0.0128	-0.0398	0.2317
O	-0.0497	-0.0381	0.3095
O	-0.0606	-0.147	0.1882
O	-0.0287	0.169	0.175
O	-0.0621	-0.0438	-0.0356
O	0.3072	-0.0127	0.4137
O	-0.099	-0.011	0.4559
O	0.0048	-0.1445	0.0946
O	0.0848	-0.2631	0.2233
O	-0.1187	0.0372	0.2564
Si	0.0174	0.0832	-0.0864
Si	0.1636	0.0244	0.3378
Si	0.0003	-0.182	0.1062
Si	0.0857	-0.1664	0.2145
Si	0.0885	0.1745	0.1846
Si	-0.0935	0.1207	-0.2618
Si	0.0423	0.103	-0.0107
Si	-0.1038	0.0766	0.2134
Si	0.0581	-0.2638	0.1503
Si	-0.0024	0.0465	0.0885
Si	0.0849	0.0685	0.3431
Si	0.2155	-0.0877	-0.1562
Si	0.0918	0.0537	0.2064
Si	0.0981	0.0896	0.058
Si	0.0162	0.1188	-0.0539
Si	0.0044	-0.0332	-0.1047
Si	-0.1227	0.0283	0.2155
Si	-0.0203	-0.0277	-0.0449
Si	-0.0642	-0.0925	0.2069
Si	0.0165	0.0913	-0.0817
Si	0.0263	-0.0365	0.0764
Si	0.0226	0.1694	-0.1086
Si	-0.1236	0.0592	0.3208
Si	0.0559	-0.0568	0.0279
Si	0.0611	0.1209	-0.0888
Si	0.0408	-0.2727	-0.0658
Si	0.0809	0.0244	-0.0309
Si	-0.1616	-0.0057	-0.0832
Si	-0.0043	0.0021	-0.1157
Si	0.0734	-0.0398	-0.0801
Si	0.0525	0.0724	0.0719
Si	0.0251	0.0319	-0.037
Si	-0.1027	-0.0499	-0.0554
Si	-0.103	-0.0392	-0.1134
Si	0.0938	-0.0314	0.001
Si	0.0696	0.0381	0.0653
Si	0.0777	-0.0856	-0.0227
Si	-0.0425	-0.0374	0.034
Si	-0.1246	0.2607	-0.142
Si	-0.1673	0.2397	0.1155
Si	0.1225	-0.0234	-0.1352
Si	-0.0435	-0.0888	0.0444
Si	-0.0628	-0.0225	-0.145
Si	0.0084	-0.0366	0.2495
Si	-0.074	-0.0169	0.0878
Si	0.0198	-0.0215	0.3595
Si	-0.0806	-0.0374	-0.1737
Si	0.1085	-0.1087	0.1975
O	0.0109	-0.0635	0.0345
O	0.1053	0.0331	-0.0561
O	0.0003	-0.025	0.0795
O	0.0032	-0.053	-0.0251
O	0.0688	0.0078	0.0153
O	-0.0154	-0.0057	0.2126
O	-0.0273	-0.0199	0.0013
O	0.0257	0.0143	0.0138
O	-0.0002	0.1141	-0.1706
O	0.0166	0.0661	0.0146
O	-0.0138	-0.0746	0.0275
O	-0.0226	0.189	-0.1563
O	0.0335	0.0024	0.0053
O	-0.092	0.0987	0.0368
O	0.0282	-0.0235	-0.0687
O	0.1073	-0.0125	-0.0923
O	0.0176	-0.013	-0.0347
O	-0.0483	0.0174	0.0539
O	-0.0538	-0.0176	-0.0819
O	-0.0165	-0.009	-0.0229
O	0.0376	-0.0216	0.0669
O	0.0221	-0.015	0.042
O	0.1276	0.0042	0.0528
O	-0.0593	0.0839	-0.1217
O	0.157	0.0075	-0.1058
O	-0.0131	-0.0761	0.0774
O	-0.0282	0.0061	-0.0072
O	-0.1392	-0.1091	0.1215
O	0.0039	-0.0186	-0.1081
O	0.0318	0.0032	0.0112
O	-0.0352	0.0322	0.0405
O	0.0659	-0.062	0.0027
O	-0.0587	0.0374	-0.018
O	0.1209	0.0896	-0.2101
O	-0.0209	-0.084	-0.1252
O	-0.0514	-0.0055	0.0117
O	-0.1317	0.0164	0.1267
O	0.0155	0.0045	0.0059
O	0.0125	0.0135	0.0945
O	-0.0212	-0.0394	0.0275
O	0.0046	0.0012	0.0049
O	-0.1254	0.0548	-0.1598
O	0.066	0.0084	0.1075
O	0.0488	-0.2021	-0.149
O	-0.0524	0.0352	0.0686
O	0.0366	-0.0049	0.0652
O	-0.1799	0.1857	-0.1492
O	0.0415	0.0001	0.0214
O	0.03	-0.0486	-0.1271
O	0.1027	-0.0484	-0.1601
O	-0.1896	-0.1183	-0.1825
O	-0.0237	-0.0329	0.1148
O	0.0182	-0.0713	-0.001
O	0.0319	-0.0415	0.0845
O	0.2228	0.1474	0.0228
O	-0.0362	-0.0297	0.051
O	-0.0472	-0.1013	-0.1963
O	-0.0236	0.0712	-0.0286
O	0.0717	-0.0807	0.0389
O	0.0236	0.0265	-0.0259
O	-0.0799	0.0276	0.0212
O	-0.0411	-0.1173	-0.1385
O	-0.0372	-0.0128	-0.0494
O	-0.1265	-0.0426	-0.0023
O	-0.0268	-0.0073	0.0152
O	0.0198	0.0035	-0.0059
O	-0.0165	-0.0407	-0.0412
O	-0.0538	0.0398	0.013
O	0.157	-0.0121	-0.2752
O	0.0247	-0.0413	0.1208
O	0.0064	-0.0651	0.0333
O	0.0071	-0.025	0.1106
O	-0.0575	0.0143	-0.0317
O	0.0347	-0.0183	0.0279
O	-0.0504	0.0039	-0.212
O	-0.1116	0.0612	-0.1209
O	0.062	0.1078	0.1239
O	-0.1795	-0.0016	-0.1199
O	-0.0532	0.0343	0.0033
O	0.0122	-0.0252	0.2164
O	0.0028	0.0945	-0.1023
O	-0.0805	0.0362	0.0525
O	0.0201	0.0067	-0.1392
O	0.0114	-0.0387	-0.0167
O	0.0605	-0.1338	0.1261
O	0.0969	-0.0923	0.3452
O	0.0816	-0.1106	0.3829
O	-0.2242	-0.0223	0.0404
O	0.0034	-0.0375	0.6692
O	0.4841	-0.0395	-0.2756

The program warned: the cutoff lies below the one the program advises for these potential files; the forces do not sum to zero within the program's tolerance; the exchange-correlation potential is rough where the density is thin.
